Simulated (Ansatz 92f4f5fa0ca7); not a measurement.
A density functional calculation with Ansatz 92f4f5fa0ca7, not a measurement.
Periodic cell of 221 atoms, Si132O87H1N1, from a study of silicon, its oxide and their interface. The atomic structure is a simulated model.

Settings: functional PBE; potential files Ansatz PAW; basis plane waves; wave-function cutoff 700 eV; density cutoff ratio 5; exchange-correlation grid ratio 1; k mesh 2 x 2 x 1, shifted by 0.5 0.5 0.5 of a step; self-consistency stop 5e-08 eV per atom in the density residual; occupations fixed; spin none; net charge 0.

Cell vectors (angstrom)
a, 10.938, 0, 0
b, 0, 10.938, 0
c, 0, 0, 32.1328

Atoms and the computed forces on them: element, x, y, z (angstrom), force x, y, z (eV/angstrom)
Si, 0.1867, -0.135, 24.4721, -0.0111, -0.0197, -0.0336
Si, 5.5897, -0.3124, 24.7319, -0.0048, -0.0203, -0.0136
Si, 2.5142, 3.0457, 24.4583, 0.0105, 0.0125, -0.028
Si, 8.0794, 2.9729, 25.0291, 0.0218, 0.0285, -0.0129
Si, 0.0407, 5.1253, 24.6473, -0.0326, -0.0276, -0.0105
Si, 5.8219, 5.1456, 24.6266, 0.0058, -0.0273, -0.028
Si, 2.443, 8.5139, 24.5767, 0.0188, 0.0305, -0.0229
Si, 7.9891, 8.5935, 24.765, 0.0048, 0.0209, -0.0175
Si, 1.3985, 1.4092, 25.8245, -0.0077, 0.0104, 0.0294
Si, 6.7503, 1.3301, 26.0103, 0.0126, -0.01, -0.0002
Si, 4.0686, 4.1582, 25.8915, -0.0023, -0.0203, -0.0085
Si, 9.6142, 4.1325, 26.2841, 0.0181, 0.0338, -0.0231
Si, 1.2691, 6.8465, 25.814, 0.0116, -0.0116, 0.028
Si, 6.8566, 6.8563, 25.9271, -0.0089, 0.0124, 0.0078
Si, 4.0286, 9.5067, 26.0528, 0.003, 0.0067, -0.0239
Si, 9.5859, 9.7304, 26.0051, 0.0142, 0.0066, -0.0183
Si, 2.7155, 0.048, 27.3239, -0.0272, 0.0007, -0.0003
Si, 8.1802, 0.0587, 27.3875, -0.0038, -0.0179, -0.0024
Si, 0.0666, 2.6572, 27.3886, 0.0316, -0.0004, -0.0068
Si, 5.397, 2.7554, 27.3276, -0.0023, 0.0104, -0.006
Si, 2.6976, 5.5356, 27.2753, -0.0049, -0.0076, 0.0005
Si, 8.1784, 5.5539, 27.4156, -0.03, 0.0048, -0.0127
Si, -0.0313, 8.2157, 27.3, 0.0185, -0.0023, -0.0025
Si, 5.4562, 8.1574, 27.3525, 0.0082, 0.0087, -0.004
Si, 4.1018, 1.3673, 28.7145, -0.214, 0.1273, 0.0704
Si, 9.5708, 1.3673, 28.7145, 0.0992, 0.0189, 0.4504
Si, 1.3673, 4.1018, 28.7145, 0.3545, 0.064, -0.1985
Si, 6.8362, 4.1018, 28.7145, -0.2792, 0.0271, -0.1515
Si, 4.1018, 6.8362, 28.7145, -0.2076, -0.2049, 0.0362
Si, 9.5708, 6.8362, 28.7145, 0.1065, 0.5814, 0.3582
Si, 1.3673, 9.5708, 28.7145, -0.1015, 0.0509, -0.3752
Si, 6.8362, 9.5708, 28.7145, -0.0207, -0.1648, -0.1002
Si, 0, 0, 30.0818, -0.138, -0.1132, 0.0282
Si, 5.469, 0, 30.0818, -0.0113, -0.0151, -0.0578
Si, 2.7345, 2.7345, 30.0818, 0.1201, 0.086, 0.032
Si, 8.2035, 2.7345, 30.0818, 0.1198, 0.04, -0.0316
Si, 0, 5.469, 30.0818, -0.0185, -0.0059, -0.0661
Si, 5.469, 5.469, 30.0818, -0.0982, -0.1329, 0.0202
Si, 2.7345, 8.2035, 30.0818, 0.0513, 0.029, -0.0536
Si, 8.2035, 8.2035, 30.0818, 0.1231, 0.0433, 0.0515
Si, 1.3673, 1.3673, 31.449, -0.0205, 0.0426, -0.024
Si, 6.8362, 1.3673, 31.449, -0.0224, -0.0203, -0.0125
Si, 4.1018, 4.1018, 31.449, -0.0138, -0.0406, 0.032
Si, 9.5708, 4.1018, 31.449, -0.0475, 0.0303, 0.0062
Si, 1.3673, 6.8362, 31.449, 0.0132, 0.0073, -0.0134
Si, 6.8362, 6.8362, 31.449, -0.0023, 0.0422, -0.0164
Si, 4.1018, 9.5708, 31.449, -0.0155, -0.0032, 0.0052
Si, 9.5708, 9.5708, 31.449, -0.0289, 0.0307, 0.035
Si, 2.7345, 0, 0.6835, 0.0007, -0.0016, 0.0104
Si, 8.2035, 0, 0.6835, 0.0515, 0.0063, -0.0054
Si, 0, 2.7345, 0.6835, -0.0109, -0.0201, 0.0032
Si, 5.469, 2.7345, 0.6835, 0.0542, -0.0061, -0.0098
Si, 2.7345, 5.469, 0.6835, 0.0109, -0.0047, -0.0112
Si, 8.2035, 5.469, 0.6835, 0.0232, -0.0463, 0.0144
Si, 0, 8.2035, 0.6835, -0.0175, -0.0205, -0.0136
Si, 5.469, 8.2035, 0.6835, 0.0192, -0.0084, 0.0092
Si, 4.1018, 1.3673, 2.0507, 0.0154, 0.0742, 0.0418
Si, 9.5708, 1.3673, 2.0507, -0.0589, -0.0522, -0.019
Si, 1.3673, 4.1018, 2.0507, 0.0655, 0.0261, -0.0142
Si, 6.8362, 4.1018, 2.0507, -0.0939, -0.0528, 0.013
Si, 4.1018, 6.8362, 2.0507, -0.0966, -0.043, 0.0085
Si, 9.5708, 6.8362, 2.0507, 0.0453, 0.0997, 0.0329
Si, 1.3673, 9.5708, 2.0507, -0.0482, -0.0424, 0.0173
Si, 6.8362, 9.5708, 2.0507, -0.043, 0.0126, -0.01
Si, 0, 0, 3.418, -0.3511, -0.1598, -0.3241
Si, 5.469, 0, 3.418, 0.2677, -0.1125, 0.0922
Si, 2.7345, 2.7345, 3.418, 0.3574, 0.5533, -0.2306
Si, 8.2035, 2.7345, 3.418, -0.0265, -0.0926, 0.1157
Si, 0, 5.469, 3.418, 0.2153, 0.0452, 0.2806
Si, 5.469, 5.469, 3.418, -0.1555, -0.4523, 0.0478
Si, 2.7345, 8.2035, 3.418, -0.0914, -0.2522, -0.1002
Si, 8.2035, 8.2035, 3.418, 0.0554, -0.0459, 0.0323
Si, 1.3597, 1.3894, 4.6719, -0.0083, 0.0147, 0.0029
Si, 6.8651, 1.3357, 4.815, -0.009, 0.0041, -0.0228
Si, 4.1108, 4.0858, 4.8674, 0.009, 0.0113, -0.0054
Si, 9.5748, 4.0939, 4.785, -0.0146, 0.0045, -0.0015
Si, 1.4042, 6.8256, 4.8377, 0.0151, -0.0212, -0.0105
Si, 6.8749, 6.7613, 4.7601, 0.0037, -0.0092, 0.0109
Si, 4.1405, 9.5035, 4.7494, 0.0019, -0.0197, 0.0202
Si, 9.5603, 9.5701, 4.8002, -0.004, -0.0027, 0.0054
Si, 2.663, -0.0681, 5.919, 0.0332, 0.005, -0.0035
Si, 8.1936, -0.0181, 6.2379, 0.0012, 0.0063, 0.0051
Si, 0.0256, 2.7095, 6.0752, -0.0022, 0.0241, 0.0208
Si, 5.4547, 2.5717, 6.2298, 0.0243, -0.015, 0.0007
Si, 2.7819, 5.5404, 6.3218, 0.0073, 0.0398, -0.0292
Si, 8.1735, 5.3588, 6.2009, 0.0108, 0.0054, 0.0052
Si, -0.0382, 8.149, 6.1583, 0.0241, 0.0223, -0.0019
Si, 5.4674, 8.075, 6.1052, -0.0265, 0.0098, -0.0105
Si, 3.7084, 1.368, 7.4145, -0.0137, 0.0313, 0.0308
Si, 9.8905, 1.1395, 7.4346, 0.0303, 0.0033, 0.0224
Si, 1.6316, 3.7972, 7.4172, 0.0039, -0.0415, 0.0264
Si, 6.634, 4.1142, 7.5505, 0.0084, 0.0075, 0.0309
Si, 4.5106, 6.5676, 7.7007, 0.044, -0.0094, 0.0308
Si, 9.2757, 7.0305, 7.4456, -0.0151, 0.0214, 0.0346
Si, 1.1474, 9.8082, 7.3063, 0.0041, 0.0396, 0.0367
Si, 6.9831, 9.2392, 7.4096, 0.0097, -0.0256, 0.0321
O, 1.2522, 4.0992, 24.049, 0.0006, -0.0008, -0.0149
O, 6.7805, 9.5913, 24.1904, -0.0033, 0.0009, -0.0319
O, 2.9255, 2.7959, 7.424, -0.0107, -0.0228, 0.0462
O, 8.1652, 8.1824, 7.8692, -0.0021, -0.0099, 0.0306
O, 5.5627, 5.3028, 7.9745, -0.026, -0.0056, 0.0203
O, 0.0683, -0.0042, 7.899, -0.0078, -0.0103, 0.0248
O, 5.3518, 5.5305, 23.0937, 0.0216, 0.0002, 0.0064
O, 10.5188, 0.4939, 23.0276, 0.019, -0.008, 0.0179
O, 2.1754, 9.409, 8.549, -0.011, 0.023, 0.0061
O, 1.2516, 3.8158, 9.0162, -0.0045, 0.0143, -0.0072
O, 9.4671, 1.9845, 8.768, -0.0147, -0.0145, 0.0022
O, 7.6462, 9.9462, 12.0895, 0.0152, -0.0088, -0.0113
O, 3.4698, 0.8059, 8.9797, -0.0065, -0.011, -0.0246
N, 4.3164, 7.3234, 9.2938, -0.0016, -0.0134, -0.0097
O, 7.2262, 3.3478, 8.8969, 0.0131, 0.0166, -0.0141
O, 9.8495, 6.4918, 8.8967, -0.0115, 0.0217, -0.0021
O, 3.3401, 2.4543, 23.1127, -0.0149, -0.0118, 0.0116
O, 4.6603, 0.1747, 23.4616, 0.0167, 0.0225, -0.0084
O, 9.2067, 2.4914, 23.9462, -0.0309, -0.0225, -0.0318
O, 9.8209, 5.5753, 23.5139, 0.0296, 0.0136, 0.0029
O, 19.8892, 8.1262, 23.5077, -0.025, -0.025, -0.0073
O, 3.2891, 7.9766, 23.2643, -0.0302, 0.003, -0.0103
O, 6.9888, 4.0066, 24.3431, 0.0014, 0.003, -0.0306
O, 1.3145, 9.6406, 24.0665, -0.0076, -0.0034, -0.028
Si, 3.8128, 6.3814, 10.6914, -0.0033, -0.0032, 0.0043
Si, 9.0932, 4.2678, 14.6228, 0.0022, -0.0011, 0.0041
Si, 7.4179, 8.3372, 11.9186, 0.0021, -0.0008, 0.0016
Si, 4.2064, 1.2701, 22.3421, 0.0107, -0.0032, 0.0036
Si, 17.1104, 3.7988, 14.2523, -0.0016, -0.0015, -0.0015
Si, 2.7309, -0.4533, 20.1083, 0.0011, 0.0026, 0.0011
Si, 7.1774, 4.1568, 19.4365, -0.0007, -0.0007, -0.0017
Si, 14.0054, 6.6334, 16.4375, -0.0006, -0.0048, 0.0047
Si, 1.9004, 4.1342, 10.4826, -0.0037, 0.0016, -0.0006
Si, 5.6874, 16.2021, 16.7355, 0.0015, -0.0036, 0.0042
Si, 3.7744, 9.7467, 17.2389, 0.0025, 0.0016, -0.0014
Si, 10.2088, 4.4506, 11.6825, -0.001, 0.0006, 0.0005
Si, 10.9024, 6.5146, 16.0511, -0.0049, -0.0026, 0.0019
Si, 7.9981, 1.5988, 14.5396, 0.0029, 0, 0.0005
Si, 2.8043, 10.4074, 9.6942, -0.0057, 0.0004, 0.0058
Si, 9.1242, 6.7791, 22.6134, -0.0046, 0.0087, 0.0133
Si, 11.183, -1.1438, 11.1903, -0.0018, 0.0017, -0.0062
Si, 3.5756, -3.31, 13.6907, -0.0002, 0.0027, -0.0002
Si, 5.1779, 8.7239, 9.8621, 0.0045, 0.0113, 0.0056
Si, 9.5725, 1.7676, 22.5543, -0.016, 0.0101, 0.0155
Si, 11.9368, -0.4321, 16.5646, -0.0019, 0.0053, -0.005
Si, 8.3935, 2.6343, 9.8072, -0.0088, -0.0044, -0.0026
Si, -0.4116, 8.2446, 18.389, -0.0036, -0.004, 0.0023
Si, 11.747, -2.0537, 14.1299, -0.0065, 0.0021, -0.002
Si, 4.6727, 3.7753, 11.592, 0.0096, -0.0022, 0.0047
Si, 6.0214, 6.082, 21.7059, -0.0001, -0.0017, 0.0021
Si, 6.4604, 7.7132, 14.6929, 0.0053, 0.0011, -0.0005
Si, 11.5486, 6.5104, 20.66, -0.0016, 0.0002, -0.0035
Si, 11.0901, 1.0792, 18.8039, -0.0005, 0.0056, -0.0022
Si, 14.2257, 7.6897, 21.6504, 0.0009, -0.0029, 0.0005
Si, 6.9653, 1.3671, 20.7611, -0.0003, -0.0005, 0.004
Si, 9.9582, 7.1952, 10.371, 0.0021, 0.004, -0.001
Si, -0.6432, 3.6835, 20.1559, 0.0011, -0.0006, 0.0002
Si, 8.4506, -0.6308, 19.107, -0.003, -0.0028, 0.0015
Si, 6.8454, 10.1921, 16.367, 0.0062, 0.0033, 0.0006
Si, 8.5701, 0.3244, 11.812, -0.0012, 0.0045, -0.0027
O, 13.3607, 8.7616, 13.9106, -0.0079, -0.0198, 0.0047
O, 7.7001, -0.869, 17.715, -0.0099, 0.0013, -0.0071
O, 6.0087, 8.169, 11.1377, 0.005, 0.007, -0.0079
O, 1.614, 10.6099, 10.8023, -0.0043, -0.0237, -0.0104
O, 4.9404, -5.73, 10.85, -0.0315, 0.009, 0.004
O, 9.9964, 7.2086, 17.2357, 0.031, 0.0079, 0.002
O, 6.2545, 4.9438, 20.5508, 0.0079, -0.0001, -0.0047
O, 6.6357, 13.2143, 13.9474, 0.0225, 0.0259, 0.0166
O, 3.5716, 7.1364, 12.1369, 0.0015, 0.0005, 0.0095
O, 2.3603, 5.7028, 10.3531, 0.0267, -0.015, 0.0116
O, 7.5496, 4.7325, 14.2433, -0.0066, -0.0316, 0.0111
O, 11.4345, -1.5912, 17.6026, -0.003, 0.0072, -0.0136
O, 9.8735, 4.189, 13.2238, -0.0135, 0.0073, 0.0003
O, 0.6384, 7.4539, 19.341, -0.0145, -0.0059, -0.0015
O, 6.9592, 2.5268, 19.5849, -0.0003, 0.006, 0.0103
O, 12.4215, 6.2065, 16.6642, -0.0075, 0.0184, -0.0138
O, 17.2187, 6.5272, 15.8289, -0.0189, -0.0122, -0.0028
O, 13.0313, 6.588, 21.3604, 0.0038, 0.0246, -0.0013
O, 3.2778, 0.6398, 21.1767, 0.007, -0.0077, 0.0085
O, 0.7162, 3.7493, 11.5063, -0.0129, 0.0081, -0.0124
O, 7.2241, -0.1341, 20.1043, 0.0076, 0.0118, -0.0127
O, 8.1604, 1.397, 21.8626, 0.0097, 0.0092, -0.0087
O, -1.6336, 8.8981, 19.2867, 0.0251, -0.0003, -0.0155
O, 2.7755, 9.0387, 20.8749, 0.0043, -0.0079, 0.0129
O, 12.2171, 0.2033, 19.6489, -0.0036, 0.0048, -0.0178
O, 6.1095, 9.5594, 8.7966, 0.0111, -0.0098, 0.0054
O, 8.54, 7.7296, 10.9332, 0.007, 0.0023, 0.0017
O, 8.8355, 0.9631, 13.2937, -0.0214, 0.0031, -0.0046
O, 7.4532, 11.5013, 15.6444, 0.0038, -0.0028, -0.0044
O, 5.6291, 2.5494, 11.1603, -0.0286, -0.0041, -0.0246
O, 2.6211, -0.3522, 16.4527, -0.0092, -0.0215, 0.0153
O, 3.1617, 14.2499, 11.131, 0.0145, 0.0193, -0.0017
O, -6.7807, 5.6654, 17.2142, 0.0113, 0.0109, -0.0304
O, 11.1044, 7.5191, 14.7667, 0.0127, 0.0059, 0.0149
O, 4.0618, 9.7437, 10.4756, 0, -0.0141, -0.0264
O, 3.4311, 8.1503, 16.9924, -0.0027, 0.0075, -0.0074
O, 9.9911, 5.2232, 15.6055, 0.0017, 0.0035, -0.0116
O, 10.2935, 2.8391, 21.5648, -0.0067, -0.0023, -0.0057
O, 5.0067, 15.0736, 13.1631, 0.0114, -0.0121, 0.0031
O, 4.8284, 7.1692, 21.2282, -0.0146, -0.0078, 0.0111
O, 11.0218, 2.6824, 19.0871, -0.0042, -0.0048, 0.0112
O, 8.9395, 2.7524, 15.254, -0.0234, 0.0073, -0.0316
O, 3.6912, -0.7156, 18.8061, -0.0169, 0.0055, -0.0088
O, 5.5884, 1.689, 21.5782, -0.0022, -0.0072, 0.0034
O, 5.2396, 10.191, 16.6765, 0.0066, -0.0103, -0.0002
O, 7.9037, 1.3978, 10.7705, 0.0178, 0.0081, 0.0069
O, 9.5844, 0.5421, 19.162, 0.0079, -0.0134, -0.0065
O, 17.6091, 4.7979, 17.9905, -0.0091, -0.0028, -0.0026
O, 7.5934, 6.5331, 22.0305, -0.0037, 0.0067, -0.0081
O, -5.9185, -2.6918, 14.1219, -0.0005, -0.0153, 0.0017
O, 7.3624, -3.451, 13.3263, -0.0056, 0.0201, -0.0185
O, 11.3778, -0.7701, 15.0777, 0.0167, -0.0233, 0.0139
O, 10.2619, 7.0854, 21.4971, 0.0039, -0.0228, 0.0029
O, 9.0741, 3.8118, 10.7049, 0.0113, -0.0128, 0.0078
O, 8.8151, -6.6471, 19.6945, 0.0068, -0.0051, 0.006
O, 0.4366, 11.8988, 17.1905, 0.0033, -0.0267, 0.0221
O, 16.4815, 3.9694, 15.7489, 0.0188, 0.0235, -0.0063
O, 11.0957, -1.7574, 12.6911, 0.0102, 0.0028, 0.0092
O, 11.2956, 4.9465, 20.3153, -0.014, 0.0163, 0.0033
O, 0.035, 8.4764, 10.231, -0.0234, -0.0006, 0.017
O, 10.4369, 6.0411, 11.4031, -0.006, -0.0137, -0.0098
O, 9.9683, -0.0793, 11.0822, -0.0028, -0.0145, 0.0143
O, 14.2224, 6.4584, 14.8078, 0.0042, 0.0211, 0.0149
O, 7.2207, 8.9185, 15.4492, -0.0222, 0.0034, 0.0061
H, 5.2502, 1.9131, 10.5346, 0.0137, 0.0218, 0.0299

Results
free energy: -133810.030 eV
free energy less fixed offsets of H -17.10, N -388.26, O -569.03, Si -635.61 eV per atom: 1.460 eV

The program warned: the cutoff lies below the one the program advises for these potential files; the forces do not sum to zero within the program's tolerance; the exchange-correlation potential is rough where the density is thin.
